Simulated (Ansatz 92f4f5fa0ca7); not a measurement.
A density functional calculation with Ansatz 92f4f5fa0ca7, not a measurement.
Periodic cell of 223 atoms, Si133O90, from a study of silicon, its oxide and their interface. The atomic structure is a simulated model.
Doubt: the cutoff is low for norm-conserving oxygen, so forces and energies are approximate.
This geometry differs little from another in the collection (a relaxation step or a small displacement).

Settings: functional HSE06; potential files SPMS norm-conserving; basis plane waves; wave-function cutoff 800 eV; density cutoff ratio 4; exchange-correlation grid ratio 1; k mesh 1 x 1 x 1, Gamma-centred; occupations fixed; spin none; net charge 0.

Cell vectors (angstrom)
a, 10.938, 0, 0
b, 0, 10.938, 0
c, 0, 0, 32.7175

Atoms: element, x, y, z (angstrom)
Si, 0.237, -0.3005, 25.4486
Si, 4.9328, 0.3568, 25.1841
Si, 2.8641, 2.7994, 25.5655
Si, 8.0525, 2.9944, 25.1481
Si, -0.4745, 5.5867, 25.0773
Si, 5.744, 5.1702, 25.1976
Si, 2.3882, 8.4299, 25.516
Si, 8.3931, 7.9876, 25.204
Si, 1.2616, 1.4882, 26.6322
Si, 6.8179, 1.3358, 26.3517
Si, 4.2141, 4.2075, 26.7283
Si, 9.4599, 4.1312, 26.6289
Si, 1.2565, 6.6406, 26.4684
Si, 6.8253, 6.8228, 26.5033
Si, 4.1246, 9.5755, 26.6051
Si, 9.4667, 9.5383, 26.5961
Si, 2.6978, 0.0377, 27.9459
Si, 8.1389, 0.0257, 27.883
Si, -0.0777, 2.8045, 27.9723
Si, 5.5361, 2.694, 27.9297
Si, 2.7115, 5.4958, 27.9504
Si, 8.1475, 5.5154, 27.9711
Si, -0.0161, 8.1531, 27.9095
Si, 5.4971, 8.1974, 27.9126
Si, 4.1018, 1.3673, 29.2992
Si, 9.5708, 1.3673, 29.2992
Si, 1.3673, 4.1018, 29.2992
Si, 6.8362, 4.1018, 29.2992
Si, 4.1018, 6.8362, 29.2992
Si, 9.5708, 6.8362, 29.2992
Si, 1.3673, 9.5708, 29.2992
Si, 6.8362, 9.5708, 29.2992
Si, 0, 0, 30.6665
Si, 5.469, 0, 30.6665
Si, 2.7345, 2.7345, 30.6665
Si, 8.2035, 2.7345, 30.6665
Si, 0, 5.469, 30.6665
Si, 5.469, 5.469, 30.6665
Si, 2.7345, 8.2035, 30.6665
Si, 8.2035, 8.2035, 30.6665
Si, 1.3673, 1.3673, 32.0337
Si, 6.8362, 1.3673, 32.0337
Si, 4.1018, 4.1018, 32.0337
Si, 9.5708, 4.1018, 32.0337
Si, 1.3673, 6.8362, 32.0337
Si, 6.8362, 6.8362, 32.0337
Si, 4.1018, 9.5708, 32.0337
Si, 9.5708, 9.5708, 32.0337
Si, 2.7345, 0, 0.6835
Si, 8.2035, 0, 0.6835
Si, 0, 2.7345, 0.6835
Si, 5.469, 2.7345, 0.6835
Si, 2.7345, 5.469, 0.6835
Si, 8.2035, 5.469, 0.6835
Si, 0, 8.2035, 0.6835
Si, 5.469, 8.2035, 0.6835
Si, 4.1018, 1.3673, 2.0507
Si, 9.5708, 1.3673, 2.0507
Si, 1.3673, 4.1018, 2.0507
Si, 6.8362, 4.1018, 2.0507
Si, 4.1018, 6.8362, 2.0507
Si, 9.5708, 6.8362, 2.0507
Si, 1.3673, 9.5708, 2.0507
Si, 6.8362, 9.5708, 2.0507
Si, 0, 0, 3.418
Si, 5.469, 0, 3.418
Si, 2.7345, 2.7345, 3.418
Si, 8.2035, 2.7345, 3.418
Si, 0, 5.469, 3.418
Si, 5.469, 5.469, 3.418
Si, 2.7345, 8.2035, 3.418
Si, 8.2035, 8.2035, 3.418
Si, 1.3924, 1.3281, 4.7677
Si, 6.8544, 1.3473, 4.8236
Si, 4.1092, 4.0993, 4.7339
Si, 9.5915, 4.072, 4.8128
Si, 1.3855, 6.8282, 4.7778
Si, 6.9182, 6.8185, 4.76
Si, 4.1504, 9.547, 4.8363
Si, 9.5388, 9.5782, 4.739
Si, 2.7238, -0.0383, 6.1907
Si, 8.2537, -0.0183, 6.2145
Si, 0.0573, 2.6988, 6.1526
Si, 5.4708, 2.7664, 6.1169
Si, 2.798, 5.479, 6.121
Si, 8.2345, 5.4467, 6.1864
Si, -0.0455, 8.2009, 6.0498
Si, 5.6877, 8.2493, 6.1574
Si, 3.8805, 1.6286, 7.3989
Si, 9.8431, 1.1279, 7.5074
Si, 1.6737, 3.86, 7.4148
Si, 6.5816, 4.3477, 7.4808
Si, 4.4854, 6.6455, 7.2921
Si, 9.4659, 7.0013, 7.4792
Si, 1.0217, 9.7479, 7.4171
Si, 7.3089, 9.3054, 7.6896
O, 9.5258, 6.8911, 24.7462
O, 3.8868, 1.5938, 25.2055
O, 8.3672, 8.0984, 7.9833
O, 2.7814, 2.7476, 7.8794
O, 6.8713, 4.0632, 24.751
O, 0.5523, 13.4177, 22.8689
O, 5.4724, 5.4856, 7.9456
O, -0.0024, -0.022, 7.977
O, 7.2151, 3.6293, 8.806
O, 7.0695, 9.9028, 9.2093
O, 10.2137, 6.4147, 8.8135
O, 1.4732, 8.7608, 8.6548
O, 5.4497, -0.1, 10.9779
O, 1.0395, 4.4724, 8.7776
O, 9.1095, 1.7619, 8.8325
O, 3.8806, 7.6814, 8.3871
O, 7.7513, 8.6617, 23.8572
O, 3.1732, 2.0086, 22.4109
O, 5.1118, 5.6489, 23.7741
O, 2.4185, 3.6452, 24.2345
O, 6.8315, 1.1031, 20.1461
O, -0.4164, 4.7868, 23.6222
O, 1.4002, 9.637, 25.997
O, 4.7688, 10.9578, 23.5829
Si, 12.1538, 0.3584, 14.3257
Si, 0.5297, 8.0302, 20.3931
Si, 4.9583, 17.3615, 22.37
Si, -1.6066, 12.5338, 15.0437
Si, -5.946, 1.3296, 16.9051
Si, 5.9543, 9.5959, 17.8443
Si, -6.78, 0.3343, 10.1244
Si, 2.0461, 3.1075, 22.7513
Si, 0.6842, -1.1459, 17.9135
Si, 4.1397, -1.6565, 13.9703
Si, 4.9018, 1.4158, 13.8573
Si, 1.3803, 9.5058, 22.9679
Si, -0.2246, 3.5825, 17.0085
Si, 1.7562, -2.3863, 15.3474
Si, 3.7348, 0.4918, 22.3991
Si, 8.5724, 7.0259, 20.089
Si, -3.2355, 1.5463, 12.3448
Si, -1.6589, 14.8871, 19.8215
Si, 6.2941, 7.7836, 12.7964
Si, 13.4604, 16.603, 20.9431
Si, -8.8847, 12.359, 16.9911
Si, -2.4911, 3.0015, 9.652
Si, 1.3597, 4.9393, 12.3074
Si, -3.8729, 8.5299, 22.4
Si, 10.7909, 5.1441, 9.6364
Si, -4.3413, 2.426, 19.2627
Si, 6.5977, 6.8259, 17.6989
Si, -4.0678, -0.8605, 10.815
Si, -0.8126, 3.3671, 22.8768
Si, 6.0302, 10.7314, 20.6153
Si, 3.4863, 7.1439, 12.0394
Si, 2.8823, 8.4501, 9.3762
Si, -5.8321, 4.9969, 19.7306
Si, 8.1984, 7.1795, 15.1018
Si, 8.7037, 9.9605, 16.5686
Si, 13.5357, 2.0601, 12.2354
Si, 0.1447, 5.867, 14.9649
O, 1.803, 3.4272, 11.9211
O, 3.3999, -1.0394, 9.8099
O, 3.3655, 8.7486, 15.2797
O, 9.5654, 13.7745, 16.0889
O, 0.4559, 5.5168, 11.0883
O, 3.5027, 5.2408, 19.7177
O, 2.234, 11.7655, 15.4943
O, -6.3342, 1.0246, 8.7347
O, 12.946, 4.3077, 21.6659
O, 8.9302, 2.6836, 23.7679
O, -0.8577, -1.0123, 17.4236
O, -9.8272, 9.68, 14.3575
O, 16.5236, 7.8928, 22.5487
O, 5.4639, 14.3678, 19.8352
O, -2.0832, 5.4592, 20.1308
O, 10.7573, 11.916, 14.724
O, -0.6121, 14.7648, 18.5775
O, 11.2437, -11.495, 23.8294
O, 3.7835, 2.4221, 13.2725
O, -5.7003, 1.7792, 15.383
O, 5.0933, 6.848, 12.1856
O, -2.4016, 8.7096, 15.5438
O, 5.6682, 27.5644, 21.0987
O, 8.6739, 1.9301, 13.5959
O, 0.1582, 4.9962, 16.3256
O, -1.2007, 3.4381, 21.2984
O, 7.6742, 7.3318, 18.7919
O, -5.284, 8.7619, 13.9156
O, -15.7183, -8.9332, 17.7746
O, 23.4968, 0.9457, 12.8887
O, 1.3583, 0.3157, 17.9325
O, 3.2928, 8.5703, 12.7828
O, -3.0173, 7.5433, 21.4622
O, 0.5029, 4.9388, 13.6842
O, -4.0236, 9.9888, 21.7381
O, -3.4302, 20.8727, 17.6266
O, 4.5913, 0.3162, 21.0713
O, 1.3406, 6.6191, 20.4003
O, 12.3215, -2.1312, 16.8731
O, -16.2511, 8.0844, 17.3899
O, -3.0197, 11.0158, 11.645
O, 2.667, -5.0727, 12.575
O, 3.5477, 12.741, 17.462
O, -2.4302, 11.3455, 15.7566
O, 5.7712, 5.6078, 18.378
O, 2.2278, 8.4742, 23.8934
O, -5.8798, -0.2875, 17.0176
O, 1.1271, 2.7186, 16.9995
O, -2.9311, 14.1041, 19.2469
O, -3.5945, 17.3983, 16.3008
O, 2.4381, 10.4946, 22.2927
O, -4.0571, -2.3087, 11.5445
O, -4.7157, 1.6093, 12.9712
O, 7.9121, 2.586, 11.1192
O, 22.8954, 20.0921, 19.3526
O, 9.5909, 6.4374, 14.8492
O, 7.4391, 7.0459, 13.6623
O, -8.1169, 7.4242, 10.6037
O, -1.355, 4.1121, 9.842
O, 5.7043, -1.2351, 19.4256
O, 15.1801, -0.0682, 13.7736
O, 0.5808, 8.6629, 21.8688
O, -0.9711, -3.1592, 19.9157
O, 12.1553, -3.8566, 14.9811
O, -7.5487, 6.5096, 22.0177
O, 3.2268, 1.3882, 10.908

Results
free energy: -55386.638 eV
free energy less fixed offsets of O -447.96, Si -113.29 eV per atom: -2.668 eV
gap between the highest filled and lowest empty level on this k mesh: 1.191 eV

The program warned: the cutoff lies below the one the program advises for these potential files; the forces do not sum to zero within the program's tolerance; the exchange-correlation potential is rough where the density is thin.
